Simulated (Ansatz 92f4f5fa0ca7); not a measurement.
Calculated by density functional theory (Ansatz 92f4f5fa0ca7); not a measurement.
Periodic cell of 151 atoms, Si88O61N2, from a study of silicon, its oxide and their interface. The atomic structure is a simulated model.

Settings
functional: r2SCAN
potential files: Ansatz norm-conserving
basis: plane waves
wave-function cutoff: 1300 eV
density cutoff ratio: 4
exchange-correlation grid ratio: 1
k mesh: 2 x 2 x 1, shifted by 0.5 0.5 0.5 of a step
self-consistency stop: 5e-08 eV per atom in the density residual
occupations: Fermi-Dirac, 0.05 eV
spin: none
net charge: 0

Cell vectors (angstrom)
a 10.88 0 0
b 0 10.88 0
c 0 0 21.6075

Atoms: element, x, y, z (angstrom)
Si 0.0569 -0.3318 -0.0732
Si 3.1458 2.2781 -0.0103
Si -0.3519 6.0942 -0.5736
Si 1.7972 8.7686 -0.3936
Si 5.4967 0.1275 0.2771
Si 7.9243 2.6291 0.4656
Si 5.6612 4.7142 -0.2758
Si 8.0814 7.8342 0.363
Si 1.3081 1.2138 1.1865
Si 4.1912 3.999 1.3076
Si 1.1423 6.9522 1.0025
Si 4.2218 9.7246 1.5058
Si 6.7495 1.3699 1.8202
Si 9.628 3.9916 1.3613
Si 6.5555 6.439 1.4062
Si 9.3291 9.6279 1.4575
Si 0.0808 2.636 2.5991
Si 2.7329 0.124 2.936
Si -0.02 8.2234 2.6733
Si 2.7314 5.5289 2.4971
Si 5.3584 2.9069 2.9953
Si 8.1416 0.1436 3.0649
Si 5.4605 8.0417 2.6637
Si 8.279 5.4943 2.6849
Si 1.3339 4.2009 3.8808
Si 4.0315 1.4559 4.1944
Si 1.2889 9.6497 4.0675
Si 4.0355 6.9132 4.0237
Si 6.9007 4.1664 4.2263
Si 9.6385 1.4688 4.3153
Si 6.8558 9.3907 4.0494
Si 9.5981 6.8518 4.2037
Si 0.1251 -0.0672 5.527
Si 2.5168 2.7997 5.5757
Si -0.0517 5.3587 5.4253
Si 2.8324 8.4366 5.4227
Si 5.5007 -0.0423 5.3513
Si 8.1968 2.6882 5.644
Si 5.5485 5.5917 5.4532
Si 8.3365 8.268 5.5402
Si 1.3354 1.2925 6.9111
Si 4.0624 4.2778 6.709
Si 1.4384 6.8703 6.704
Si 4.1051 9.7878 6.9165
Si 6.7049 1.3913 6.8227
Si 9.529 4.0366 7.1059
Si 6.9469 6.9774 6.7725
Si 9.4756 9.6546 6.9604
Si 0.0001 2.454 8.3348
Si 2.8129 0.2725 8.5724
Si 0.2085 8.2754 8.268
Si 2.6962 5.5187 8.0826
Si 5.4938 3.0309 7.9326
Si 7.953 0.1363 8.414
Si 5.3469 8.1561 8.0992
Si 8.3779 5.6508 8.469
Si 1.1664 4.1034 9.3891
Si 3.3952 2.1162 9.9887
Si 1.9588 9.2912 9.6751
Si 4.0606 6.7893 9.333
Si 6.3996 4.5654 9.4994
Si 9.6044 0.8503 9.8724
Si 6.6195 9.3373 9.5848
Si 10.2512 6.5737 9.6722
Si -0.9485 0.2222 15.7552
Si -1.9154 0.3894 12.7764
Si 3.5806 12.14 14.5293
Si 5.5812 3.0989 11.8345
Si 10.373 5.8371 17.8621
Si 6.2198 1.7279 13.7035
Si 9.1402 8.1143 16.1068
Si 3.6669 -2.8617 16.0652
Si 11.7979 9.0328 14.8299
Si 2.3004 10.1719 12.6123
Si 6.1615 3.1996 16.5468
Si 9.254 -1.9327 10.9529
Si 6.3928 7.7872 14.539
Si 4.734 0.8665 17.3832
Si 4.9701 5.9042 12.9026
Si 7.6374 -0.57 17.584
Si 9.5109 0.947 19.8916
Si 5.1277 8.8461 12.1808
Si 3.8493 4.2875 15.0491
Si 4.0619 3.5594 18.9649
Si 6.3236 -1.838 19.7706
Si 2.4186 5.4101 17.126
Si 9.3553 2.8447 17.4802
Si 14.4505 9.5601 18.7904
O 3.2092 -1.8389 21.9729
O -0.5382 -6.3665 -0.0625
O 3.0882 2.6069 19.9597
O 4.515 1.3889 -0.0268
O -0.4142 6.0622 19.4583
O 2.9178 4.5959 18.3962
O 2.1731 9.2532 19.6671
O 6.4079 -0.424 20.5839
O 7.1211 -2.9204 20.6494
O 6.8862 3.5476 -0.3581
O 8.7002 1.5386 21.1581
O 4.9498 4.7015 19.7826
N 5.0473 2.5915 17.7286
O 9.2198 6.9566 -0.3208
O -1.0803 0.4774 14.1922
O 0.3057 5.3667 10.221
O 4.4342 2.0119 11.3024
O 2.0892 3.1584 10.4057
O 1.7077 10.2041 11.091
O -4.511 8.7471 13.2095
O 4.9903 15.3713 12.2198
O 5.0067 11.589 13.9542
O 8.9046 9.6461 12.4102
O 5.1415 5.6347 9.7577
O 9.5944 1.2589 11.53
O 7.7316 3.2637 17.0696
O 7.8463 8.4068 10.2069
O 10.1884 7.5636 11.0182
O 5.5669 9.7205 10.887
O 2.3727 -2.443 15.1407
O -3.3593 0.9166 13.1866
O 3.622 0.7301 16.1332
O -0.8628 -0.7686 9.9572
O 2.4611 11.5797 13.4747
O 4.3389 13.8007 9.0282
O 2.9402 -2.9475 10.006
O 9.9993 2.2384 18.9047
O 9.8273 1.6558 16.4491
O 6.7125 3.5379 10.7663
O 7.6865 7.7288 15.5614
O 10.4578 8.0908 15.0873
O 3.5341 -1.8207 17.2823
O 5.275 4.402 15.8433
O 11.9563 9.3382 13.255
O 4.6525 7.251 12.0021
O 3.656 13.7133 14.2721
O 10.0344 4.3239 17.2522
O 6.3327 0.2804 17.1141
O 9.3221 6.8927 17.3036
O 11.4659 -0.5015 15.7926
N 8.904 9.8608 16.4972
O 5.154 8.1649 15.5211
O 2.4306 -6.4656 15.8707
O 6.5791 2.3129 15.2135
O 3.4563 6.5807 16.6752
O 4.8199 8.7391 19.4663
O 3.736 9.4175 12.8197
O 3.9726 0.2673 18.7353
O 7.0491 -1.8368 18.3019
O 11.8319 6.1736 17.2742
O 8.4962 0.2921 18.7669
O 3.7862 5.5812 14.019
O 6.2955 6.3141 13.7588

Results
free energy: -39241.792 eV
free energy less fixed offsets of N -289.75, O -463.61, Si -117.95 eV per atom: -2.482 eV
pressure: -1.98 GPa
stress xx, yy, zz, yz, xz, xy (GPa, positive in tension): 2.11, 1.64, 2.19, 0.89, 0.71, -1.57

Forces (eV/angstrom), in the order of the atoms: element, x, y, z
Si -0.2678 -0.4881 -0.4619
Si 0.1044 0.3464 -0.3643
Si -0.4654 -2.0045 1.5244
Si 0.079 1.7797 0.2465
Si 1.9698 1.4618 -0.4955
Si 1.2951 0.7604 0.1716
Si 1.043 -0.7484 -0.4579
Si -0.7671 0.3183 0.2375
Si 1.0462 -0.0748 0.1101
Si -1.7491 -0.0727 0.3546
Si 0.8204 -0.3058 0.1599
Si -1.4703 -1.918 0.5309
Si -1.1771 -0.2328 0.7084
Si -1.2901 0.1486 -0.7973
Si 0.88 0.0016 -0.7186
Si -0.0873 0.0036 0.032
Si 0.1524 0.1865 0.9928
Si -0.135 -0.0582 -2.2489
Si -0.427 0.0534 0.0052
Si -0.0835 0.5441 -0.5618
Si 0.6893 -0.6341 -0.4802
Si 1.1269 -0.8381 -0.5947
Si -0.2166 0.7734 -0.1836
Si -0.234 -0.751 0.9242
Si 0.1039 -1.1618 0.7393
Si -0.1435 0.7601 1.3943
Si 1.2264 -1.8012 -0.5657
Si 0.2251 -0.1826 0.5772
Si 0.7588 -0.2707 -0.3519
Si 0.4195 -0.5198 -0.7148
Si 0.0916 0.0013 0.6689
Si -0.3765 0.1626 -1.1863
Si -1.9403 1.0755 0.9641
Si 1.3865 0.5848 -1.1247
Si 0.7736 0.1449 0.9684
Si -1.0745 -1.0642 0.2248
Si -0.3804 0.3697 0.5102
Si -0.148 1.5278 -0.0227
Si -0.7192 0.3807 -0.4757
Si -0.6729 0.1451 -0.7814
Si 1.048 0.0058 0.735
Si -0.1756 -0.0707 -1.3819
Si -0.4313 0.7537 -0.4549
Si 0.2251 0.0069 0.2004
Si 0.1903 -0.7336 0.3812
Si -0.3057 -0.1847 -0.6462
Si -0.2791 -0.8924 1.4768
Si 0.8332 -0.0006 0.9509
Si -1.6847 0.2517 0.5211
Si 0.0702 -0.5811 -1.2782
Si 0.5131 -0.4311 -0.8133
Si -1.093 -0.9897 -0.1152
Si 1.3124 1.3063 -1.1411
Si -1.0046 -0.2344 -0.6327
Si 0.8544 0.6809 -1.1293
Si -1.1289 -0.1315 0.043
Si 0.8941 1.4911 0.9302
Si -0.9924 0.487 2.2365
Si 0.2289 -0.6857 0.3621
Si -1.4573 1.0351 -0.0475
Si 1.2433 0.3553 -1.3856
Si 0.6239 0.7281 0.6833
Si -0.1175 0.3958 0.5725
Si -0.283 1.0144 -0.0645
Si 1.7711 -1.8076 0.6086
Si 0.6485 -0.5635 1.5266
Si 0.6033 -1.8243 -0.1455
Si 0.2699 -3.1473 1.3116
Si 0.3317 -1.2184 -0.6343
Si 1.0984 0.9209 0.1958
Si 1.0398 0.0828 0.8929
Si -1.9051 1.0066 0.3559
Si -1.1364 0.8831 1.3848
Si 0.1789 -0.2329 0.5942
Si 2.0434 -0.6156 -0.9473
Si 0.2886 -0.6188 0.0065
Si 1.0529 -1.2367 0.1112
Si 0.5466 0.74 0.2924
Si -0.9538 1.4652 1.7161
Si 2.0315 1.7971 1.0319
Si -0.2102 0.6961 -1.625
Si -1.4233 -0.2491 0.4932
Si -1.3885 0.6952 -1.2206
Si -0.7043 -0.2652 0.1262
Si 1.8749 -0.1207 -0.0485
Si -1.3624 1.7846 -0.5206
Si -0.5775 0.4416 -0.1789
Si -0.5604 -1.0094 0.9571
O 0.2921 0.2943 0.5627
O -0.0724 0.7283 0.2672
O 0.9224 1.1734 -0.2367
O -0.1576 -0.6112 -0.5941
O 0.8725 -0.7254 -1.4559
O 0.2892 -0.4216 -0.0755
O 1.3874 -0.3896 -1.1391
O -1 0.5333 0.8635
O -0.8445 1.0759 -0.7384
O -1.5077 1.7748 -0.9582
O -0.044 0.0662 -0.6848
O 1.1357 -0.7068 1.3946
N -1.3264 -0.2777 1.1829
O 0.4163 -0.0089 0.5464
O -0.8161 0.1641 -2.3669
O 1.021 -2.1756 -0.9895
O -0.7627 0.3658 -0.5649
O 1.4498 -0.9591 -0.2999
O 1.0688 -0.4051 -0.5577
O 0.0144 0.6501 1.1399
O -0.6426 1.3151 -0.376
O -0.2002 -0.519 -0.0425
O 0.5924 0.4614 -1.6557
O 1.2716 -0.7646 0.9733
O -0.5266 -0.5103 -0.9615
O 0.6148 -0.077 1.7314
O 0.8874 0.8225 0.8076
O -1.649 1.3516 0.244
O 0.7957 -0.6564 -0.703
O 1.036 -0.7925 0.7438
O -0.4827 -0.1213 -0.3828
O 0.8407 0.9472 -0.7017
O -0.5582 -1.0362 1.6632
O -0.1759 -0.6393 0.1858
O -0.9647 -0.376 0.4652
O 0.1569 0.7302 -0.1325
O -0.9753 0.3652 0.3446
O -0.4291 0.7959 0.3391
O 0.206 0.24 -0.8841
O -1.355 -0.1159 -2.2048
O -0.4246 -0.1002 0.6229
O -0.2045 0.4623 0.4338
O -0.0908 -0.0267 0.3808
O -0.5243 0.0745 0.5934
O 0.5701 -0.8681 -0.369
O 0.1781 1.7909 1.074
O 0.0742 0.1137 1.2122
O -2.217 0.6366 -0.0693
O -0.4501 2.5765 -1.8315
O -0.5463 -0.4517 -0.6118
N -0.1231 -0.1142 -0.525
O 0.4062 -0.1444 -1.2127
O 0.9602 -0.7584 -0.3202
O -1.0498 -0.1505 -0.7829
O -0.0655 -1.2237 0.8768
O -2.2057 -0.3589 0.2229
O 0.067 0.5031 -0.9595
O 0.5105 -0.5073 -1.1528
O -0.4555 -1.1162 1.1984
O 1.9601 -0.8249 0.0698
O -0.6548 -0.7594 -0.1218
O 0.5623 -0.2578 0.0294
O -0.0654 0.3567 0.7428
